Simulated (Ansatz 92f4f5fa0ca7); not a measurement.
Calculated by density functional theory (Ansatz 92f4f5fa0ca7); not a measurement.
Periodic cell of 280 atoms, Si144O88H32N16, with a vacuum gap, from a study of silicon, its oxide and their interface. The atomic structure is a simulated model.

Settings: functional r2SCAN; potential files Ansatz PAW; basis plane waves; wave-function cutoff 800 eV; density cutoff ratio 5; exchange-correlation grid ratio 1; k mesh 1 x 1 x 1, shifted by 0.5 0.5 0 of a step; self-consistency stop 1e-11 eV per atom in the density residual; occupations fixed; spin none; net charge 0; applied field sawtooth along c, amplitude +0.015 V/angstrom in the program's sign convention, ramp centred at 0.9890 of c and 0.0221 of c wide, no dipole correction.

Cell vectors (angstrom)
a 10.8904 0 0
b 0 10.8904 0
c 0 0 45.2847

Atoms and the computed forces on them: element, x, y, z (angstrom), force x, y, z (eV/angstrom)
Si -1.3862 -6.3097 31.6507 -0.0098 0.0086 0.0246
Si 1.2038 -3.3507 31.6905 0.0043 -0.0023 0.0252
Si -1.7401 -0.1847 31.3012 0.0001 -0.0108 0.0274
Si 1.6953 -9.0948 32.2195 0.0039 0.0051 0.0056
Si -6.419 -6.6399 31.445 -0.0003 0.0012 0.0326
Si -3.3645 -3.8166 31.4605 0.0019 -0.0086 0.0301
Si 3.8202 -0.5724 31.7131 -0.0061 0.0094 0.0261
Si -4.0932 -8.9127 31.6291 0.0014 -0.0004 0.0235
Si 0.0358 -4.9088 32.9788 0.0066 0.002 -0.0124
Si 2.8145 -2.2602 32.9752 -0.0076 -0.0056 -0.0124
Si -0.1049 -10.3055 32.957 0.006 0.0084 -0.006
Si 3.0721 -7.55 33.2009 -0.0086 -0.0121 -0.0267
Si -5.2806 -4.8727 32.6033 -0.0018 0.002 -0.0154
Si -2.5441 -2.0311 32.7553 -0.0035 -0.0044 -0.0155
Si 5.5114 0.5302 32.9446 -0.005 -0.0004 -0.0131
Si -2.668 -7.6774 33.0237 -0.0013 0.0023 -0.0185
Si -1.2924 -3.4562 34.2682 0.0047 -0.0052 0.0071
Si 1.3591 -0.8424 34.2479 -0.0014 0.002 0.0123
Si -1.3252 -8.9777 34.4084 0.0114 -0.0041 0.007
Si 1.523 -6.1767 34.3212 0.0006 -0.0083 0.0057
Si 4.2625 -3.612 34.185 -0.0132 -0.0041 0.0058
Si 6.9152 -0.842 34.2316 0.0089 0.0105 0.0077
Si 4.2784 1.8576 34.4676 -0.0014 0.0128 0.0038
Si -4.0263 -6.1918 34.2137 -0.0122 -0.0083 0.0025
Si -2.6855 -4.8199 35.5924 -0.0007 -0.0139 0.0295
Si 0.0884 -2.1749 35.6668 -0.0191 -0.0074 0.0237
Si -2.6638 -10.3754 35.6872 -0.0104 0.0022 0.0149
Si 0.1081 -7.5707 35.6424 0.0109 -0.0021 0.0041
Si 2.8858 -4.8578 35.663 0.0013 0.004 0.007
Si 5.5485 -2.1981 35.5886 -0.0029 -0.0171 0.0242
Si 2.747 0.5282 35.6368 0.0131 0.0157 0.0195
Si 5.6128 -7.5838 35.6908 0.0066 0.0077 0.0212
Si 1.3985 -1.3339 9.6796 0.0167 0.0049 -0.0212
Si 4.1292 1.3534 9.6675 -0.0114 0.0161 -0.0206
Si 1.3156 4.1313 9.5214 -0.0024 -0.0067 -0.0123
Si 4.0759 -3.9376 9.5335 0.0014 -0.0229 -0.0207
Si 6.8073 -1.3605 9.7279 0.0151 0.0067 -0.019
Si -1.3948 1.3597 9.6488 -0.0027 0.0054 0.0005
Si 6.8329 4.0455 9.6431 0.0027 -0.0018 -0.0192
Si -1.3705 -4.1013 9.683 -0.0042 -0.0073 -0.024
Si 2.7902 0.0111 11.0559 0.0001 -0.0066 -0.0059
Si 5.5079 2.6924 11.031 -0.0013 -0.0029 -0.0079
Si 2.6171 5.6396 10.7317 -0.0012 -0.0108 -0.0049
Si 5.3666 -2.6994 11.0564 0.0002 0.0108 -0.003
Si -2.682 -0.0173 11.1073 -0.0093 0.0138 -0.001
Si -0.0434 2.7975 10.9029 -0.0025 0.0042 -0.0068
Si 8.1681 5.3779 11.0328 0.0121 0.0001 -0.0067
Si 0.0013 -2.6985 11.0014 0.0094 -0.0075 -0.014
Si 1.3027 1.3965 12.1934 -0.0075 0.009 0.0147
Si 3.9984 4.2574 11.8952 -0.0083 0.008 0.0115
Si 1.3484 -4.0348 12.3325 0.0109 0.0004 0.009
Si 4.0847 -1.3017 12.5709 0.0001 -0.012 0.0157
Si -4.026 1.3504 12.5396 0.0109 -0.0069 0.0091
Si -1.3232 4.0827 12.4383 0.0071 -0.0087 0.0054
Si 6.6957 -4.2218 12.3011 -0.01 0.0062 0.0154
Si -1.3108 -1.4686 12.4865 -0.0042 0.0037 0.0188
Si -0.0337 0.169 13.6557 0.0055 0 0.0142
Si 2.4384 3.1649 13.1383 0.0053 -0.0046 0.0238
Si 0.2184 -5.5386 13.7384 0.0004 -0.0048 0.0126
Si 2.8891 -2.9758 13.7565 -0.0047 0.0015 0.0178
Si 5.8823 -0.3659 13.8552 -0.0053 0.0118 0.0159
Si -2.2778 2.3867 13.7751 -0.0068 0.0091 0.0167
Si 4.9857 5.5815 13.5513 -0.0115 0.0001 0.0079
Si -2.9706 -2.795 13.6256 0.0002 0.0014 0.0181
Si -1.6727 1.7627 26.659 -0.0057 0.0019 0.0353
Si 1.333 3.1783 16.8911 -0.0014 -0.0012 0.0338
Si 4.0799 1.4444 19.2854 -0.0059 0.0026 0.0421
Si 4.0918 -0.8517 26.7964 -0.0015 0.0007 0.0535
Si 8.4117 2.3717 22.0465 -0.0051 0.0059 0.039
Si 1.0149 -1.0633 22.7865 0.0078 -0.0023 0.0416
Si 2.6576 -4.7791 29.507 0.0015 -0.0033 0.0367
Si 1.3709 0.9648 20.5605 0.0026 -0.0112 0.0391
Si 1.3748 3.9198 21.621 -0.0089 -0.0208 0.0431
Si 4.7333 0.9393 16.38 0.0008 0.0025 0.0387
Si -1.8728 -3.7964 26.0931 0.002 0.001 0.0432
Si -4.6646 -0.2822 18.6294 0.0011 -0.0015 0.0284
Si -4.8643 -2.4276 20.516 -0.0017 0.0031 0.0489
Si 2.3107 -2.5996 16.8683 0.0018 -0.0193 0.0263
Si 5.8262 -5.877 27.399 -0.0046 -0.005 0.043
Si -0.403 -7.338 28.7441 -0.0224 0.0031 0.0379
Si 2.2848 -7.6787 29.7993 0.0055 0.0018 0.0317
Si 2.8634 4.2656 19.0531 0.0015 -0.0024 0.0434
Si -0.2523 -9.5289 24.2036 0.0045 0.0025 0.0401
Si -1.5302 -2.8491 23.0963 0.0031 0.0035 0.0286
Si 8.1233 2.2637 18.9597 -0.005 -0.0056 0.0474
Si 11.6247 4.2823 24.3375 0.0091 0.0027 0.0473
Si 3.0005 -2.2659 24.6127 0.002 -0.0003 0.0414
Si -1.9597 -3.7643 20.2928 0.0043 -0.004 0.0492
Si 7.6692 -5.7048 18.2604 0.0028 0.0024 0.0332
Si -1.3306 -5.8254 22.3477 0.0013 -0.0087 0.0318
Si 4.9714 -8.1612 29.1073 -0.0085 0.0102 0.0379
Si -1.697 -4.423 16.0385 -0.0009 0.0058 0.0522
Si -4.2356 -1.957 23.384 -0.0007 0.0071 0.0384
Si 5.4703 1.9204 22.0739 0.0059 0.0265 0.0452
Si 6.5898 -6.562 23.136 -0.006 0.0053 0.0426
Si 1.8292 0.2192 16.2068 0.007 0.0109 0.0326
Si -3.4409 -2.9444 18.0848 -0.0095 -0.0039 0.0347
Si 5.3874 -4.2367 24.6488 -0.0066 0.0034 0.0389
Si -3.0135 -6.7186 25.7658 0.006 -0.0043 0.0409
Si 4.1336 -7.4421 15.422 -0.0104 -0.0104 0.0326
Si -0.512 -2.3787 18.1005 -0.0026 0.0084 0.0299
Si 4.3534 -2.281 29.1423 0.0059 0.0021 0.0324
Si 4.7369 -4.1319 18.3753 0.0081 0.0036 0.0282
Si 7.1116 -3.3518 28.5595 0.0022 0.0079 0.0341
Si 1.9868 -2.8282 27.3742 -0.0065 0.0001 0.0451
Si -0.2912 0.9467 18.0416 0.0004 -0.0048 0.0392
Si 2.9815 -10.4794 29.1214 0.0007 0.0017 0.0198
Si 0.5712 -5.2017 27.0645 0.0062 -0.0017 0.0422
Si 9.3176 3.4233 16.511 -0.0006 -0.0076 0.0416
Si 6.2368 0.896 26.9546 -0.0082 -0.0024 0.0403
Si 4.9685 0.2957 24.4205 -0.0071 -0.0027 0.0438
Si 0.4461 -1.1262 29.556 -0.0067 -0.0029 0.0375
Si -1.2757 -6.1795 36.9504 0.021 -0.0213 0.162
Si 1.4963 -3.4884 36.9919 0.0429 -0.0658 0.1786
Si -1.2708 -11.7075 37.0257 0.0007 0.0291 0.1914
Si 1.4408 -8.9596 37.0064 -0.0274 0.0166 0.1902
Si 4.2025 -6.2599 37.025 -0.0279 0.0325 0.1766
Si 6.8814 -3.5176 37.014 -0.0206 0.0338 0.1978
Si 4.1539 -0.8261 36.9494 0.0326 -0.0156 0.1744
Si 6.9316 1.9338 37.0408 0.0118 -0.0139 0.1559
Si 0.1066 -4.839 38.3157 0.0203 -0.1192 0.284
Si 2.8282 -2.1463 38.369 0.0343 -0.0224 0.3377
Si 0.0836 -10.3177 38.3672 -0.0391 0.0101 0.2931
Si 2.8172 -7.6096 38.3636 0.0167 0.0414 0.309
Si 5.5475 -4.8907 38.3853 -0.0797 0.0492 0.3091
Si -2.6336 -2.165 38.3706 -0.0683 -0.0071 0.3706
Si 5.5012 0.5693 38.3181 0.1096 0.0222 0.2392
Si -2.6047 -7.5623 38.348 0.1214 -0.1334 0.3178
Si 1.3775 1.3655 6.9418 -0.0283 0.0145 -0.1999
Si 4.0981 4.1023 6.944 -0.0091 -0.053 -0.2481
Si 1.3557 -4.0492 6.9155 -0.1606 0.0345 -0.4413
Si 4.0898 -1.3154 6.8877 -0.0302 0.0637 -0.3918
Si 6.7962 1.3455 6.9337 0.0352 0.0045 -0.3797
Si -1.4024 4.0844 6.8915 0.0415 0.0039 -0.3932
Si 6.8062 -4.0898 6.9491 0.0412 0.0743 -0.1799
Si 9.5447 -1.3646 6.9767 -0.028 0.0167 -0.0987
Si 0.0218 0.0173 8.3244 -0.0382 0.0437 -0.1715
Si 2.7497 2.7258 8.2957 0.0069 0.0048 -0.158
Si -0.0615 -5.4107 8.2172 0.0323 -0.0176 -0.1848
Si 2.7049 -2.6343 8.2128 -0.0314 0.0323 -0.2022
Si 5.4618 -0.0163 8.3071 0.0269 -0.0262 -0.1835
Si 8.1577 2.7041 8.2602 0.0088 -0.0249 -0.1952
Si 5.4487 5.4591 8.3209 0.0088 0.0028 -0.1666
Si 8.1587 -2.7281 8.3365 -0.0347 0.0316 -0.1661
O 5.0023 4.7422 14.9798 0.0102 0.0067 -0.0269
O 0.874 -3.0625 17.5289 0.0114 0.0016 -0.017
O -1.029 -8.6922 28.0909 -0.0062 -0.0082 -0.0205
O -0.619 -6.0496 27.7954 0 0.0029 -0.0189
O 0.8862 -0.2514 14.9565 -0.0119 -0.0097 -0.0364
O 3.9156 -3.5998 24.4327 -0.0001 -0.0021 -0.0155
O 2.7314 -7.2249 16.2195 0.0105 -0.0014 -0.0206
O -2.9631 -9.9909 30.9475 0.0067 -0.004 -0.0137
O -6.3972 1.131 23.1122 0.0091 0.0083 -0.027
O 3.887 5.4054 18.5651 0.0035 0.0058 -0.0127
O 2.6852 0.5957 31.7295 0.0034 -0.0068 -0.0114
O 0.6653 -2.0089 30.9062 -0.0131 0.0082 -0.0228
O -0.0085 3.6123 16.08 0.0003 0.0149 -0.0101
O -1.2011 1.2002 14.1468 0.0068 -0.0026 -0.0086
O 1.4323 4.0204 18.2914 -0.0018 -0.0056 -0.0197
O 5.6821 -0.6192 27.0883 0.0008 -0.0025 -0.0161
N -1.5265 2.188 17.7653 0.0011 0.0047 -0.0295
O 3.2244 0.3128 27.5111 0.0074 -0.0063 -0.0293
N 1.9286 -4.5037 27.9144 -0.0154 0.0014 -0.0196
O 12.3503 2.2937 21.4957 0.0032 -0.0279 -0.0186
O 7.3677 0.8416 18.7972 -0.0074 -0.0015 -0.0177
O -0.3544 -3.9341 26.633 -0.0131 0.0046 -0.0193
O 3.7133 -7.9676 18.7936 -0.0015 -0.0017 -0.0141
N -1.6928 -4.1749 21.9689 -0.0116 0.0009 -0.0312
N 4.8541 0.5393 18.0331 -0.0008 -0.002 -0.0344
O 7.0354 1.5487 22.3093 0.0041 -0.0039 -0.0189
N -4.4392 -4.4203 17.8958 -0.0001 -0.0031 -0.0044
O 2.2618 -2.7961 15.2581 0.003 -0.0036 -0.0481
O 1.8634 -2.5912 25.7559 0.009 -0.0004 -0.0253
O 0.7195 0.1525 23.794 0.0029 -0.0034 -0.0227
O 5.6874 0.0833 15.417 0.0086 -0.0073 -0.0399
O 6.9336 -1.5892 14.0991 0.0028 -0.0042 -0.0112
O 4.1162 -4.0123 13.9903 -0.003 -0.0034 -0.013
O -0.6323 -5.8682 23.8318 -0.0067 0.0005 -0.0209
N -3.3165 -2.8161 19.8543 0.0043 0.0031 -0.0244
O -1.0779 -0.5828 29.825 0.0003 -0.0004 -0.0086
O -5.4448 1.3547 25.5884 -0.0073 -0.0018 -0.0297
O 7.8281 0.9797 26.8397 0.0026 0.0037 -0.0086
O 3.2595 0.758 15.7339 0.0016 -0.0006 -0.0139
O 5.3613 -5.108 26.0328 -0.003 0.0134 -0.028
O 2.2367 -1.0154 17.1613 -0.0023 -0.0117 -0.0182
O 5.9322 -5.1085 23.3872 0.006 -0.0036 -0.0202
O 0.8468 -2.0012 28.2378 0.0059 -0.0048 -0.0227
O 6.8466 -7.1665 24.6162 -0.0025 -0.0046 -0.0273
O -0.1648 -2.1293 22.7363 0.0025 -0.0024 -0.0142
O -0.1789 -6.493 21.3772 0.0069 -0.0066 -0.0107
O -1.3304 1.7113 23.0074 -0.0141 0.0037 -0.0198
O 7.0801 -6.8734 27.1514 0.0094 -0.0053 -0.0208
O 1.1568 -5.956 25.746 -0.0019 -0.0144 -0.032
O -2.6713 -3.7924 14.8911 -0.0064 0.0067 -0.0357
N 3.4296 -8.8581 29.424 0.0041 -0.0094 -0.0186
O -2.7431 -1.8274 22.7955 0.0024 0.0066 -0.0097
N 3.8972 -0.8364 29.9758 0.0053 -0.0049 -0.0229
O 4.8875 -3.3417 19.7912 -0.0045 -0.0112 -0.0223
O -0.8223 -10.0454 25.6435 0.0071 0.0004 -0.0249
O 2.7223 0.7247 19.7257 0.0107 -0.0012 -0.0187
N -2.7548 -6.8088 22.3573 0.0082 -0.0008 -0.0134
O -1.8023 -7.7517 25.8039 -0.0019 0.0027 -0.0127
O 6.3274 -4.764 28.4404 -0.0004 -0.0039 -0.0243
N -1.8656 -3.1546 17.2991 0.0038 -0.0133 -0.0333
O 1.4332 -4.4271 30.4942 0.0097 -0.0019 -0.027
O 1.7957 -6.4527 23.1084 0.003 -0.0062 -0.0242
O -2.573 -5.1854 25.651 0.0031 -0.0009 -0.0106
O 7.2461 -7.2535 18.6538 -0.0003 0.0048 -0.0091
N 5.6725 -7.8036 30.6754 -0.0032 -0.0046 -0.022
O 2.3265 -1.9007 23.2056 -0.007 0.0075 -0.0276
O 5.1282 -8.3819 16.2578 -0.0073 0.0079 -0.0198
O -2.822 -3.1126 27.2543 0.0136 0.0018 -0.0239
O 2.4336 4.5568 20.5834 0.0109 -0.0007 -0.0293
N 1.0669 1.4586 17.0897 0.0077 -0.0054 -0.0194
O 1.1957 -0.4151 21.3454 0.0025 0.0097 -0.0246
O -0.5719 -0.7107 17.8813 0.0033 0.0041 -0.0099
O 12.3385 4.2446 13.9174 -0.001 0.0026 -0.0108
O 0.1048 1.1223 19.5923 -0.0098 0.0004 -0.0315
O -0.3496 -4.7938 15.1332 0.0154 -0.0112 -0.0353
N -2.169 -5.8683 16.8928 0.0084 -0.0011 -0.0263
O 6.4251 -2.9785 24.6388 0.0079 0.0033 -0.0196
O 4.7635 -6.869 28.0915 0.0075 0.0084 -0.0153
O 8.7182 2.2792 20.4636 0.0035 -0.0102 -0.0401
N 3.5991 -2.2661 27.6122 0.0015 0.0019 -0.0231
O -5.023 -9.2352 28.3235 0.0057 -0.0143 -0.0251
O 6.2726 -0.51 23.9273 0.0055 -0.0084 -0.0095
O 1.3942 0.1874 29.4273 0.0024 0.0026 -0.0137
O -1.6546 -3.0457 24.6892 0.0001 0 -0.0416
N 3.2391 -6.2837 30.1711 0.0003 0.0064 -0.0185
O 5.4224 -7.3766 22.361 -0.004 0.0099 -0.011
O 1.2311 -7.3645 28.6194 -0.0232 0.002 -0.0164
O -2.957 -3.3051 29.9411 -0.0078 -0.0006 -0.0241
O 5.9448 -2.2994 28.9397 0.0087 0 -0.0102
O 1.2502 -8.2085 30.9216 -0.0023 0.0072 -0.0189
O 3.7067 -3.2351 17.436 -0.0117 0.0039 -0.018
O 5.0494 -9.2549 20.5609 -0.0121 -0.0093 -0.0341
O 3.6483 2.636 14.1152 -0.0102 -0.0012 -0.0174
O 8.3483 2.9913 15.2703 -0.0105 -0.0044 -0.0283
O -0.6913 -2.908 19.6529 0.0014 0.0115 -0.0269
O -2.2787 5.7061 19.5181 -0.0026 -0.0055 -0.0228
O 9.8803 -6.9964 30.2002 0.0067 -0.0059 -0.0243
O -5.0932 -0.8859 20.0684 -0.0026 0.004 -0.0232
O 3.8188 -3.6648 29.8198 0.0029 0.0071 -0.0134
O 5.787 8.4039 22.1129 0.0005 0.0014 -0.0399
N 3.8679 -0.853 25.1107 0.0024 0.0028 -0.0304
O 0.5994 -8.2018 24.5094 -0.0012 -0.0044 -0.0144
O -2.5489 -5.212 31.3843 0.0008 0.0124 -0.0018
O -4.1967 -1.5474 17.6856 0.0039 -0.0002 -0.0108
H -0.7236 -4.0258 39.2481 0.3704 -0.2593 -0.2822
H 0.9295 -5.6597 39.2481 -0.3222 0.2135 -0.2761
H 2.011 -1.32 39.3015 0.3129 -0.2397 -0.2842
H 3.6368 -2.9811 39.3015 -0.2798 0.2824 -0.2815
H 0.9176 -11.1272 39.2996 -0.2831 0.2738 -0.2757
H -0.7269 -9.4848 39.2996 0.2617 -0.3307 -0.2619
H 3.6407 -8.4298 39.296 -0.3526 0.3245 -0.2385
H 2.0145 -6.7692 39.296 0.2296 -0.2919 -0.2713
H 4.7202 -4.0744 39.3178 0.2802 -0.2832 -0.2626
H 6.3753 -5.7064 39.3178 -0.311 0.3405 -0.2581
H -1.8004 -2.9751 39.303 -0.3811 0.2671 -0.2319
H -3.4621 -1.3499 39.303 0.2716 -0.2506 -0.2542
H 6.3226 -0.2529 39.2506 -0.2933 0.2221 -0.28
H 4.6896 1.4012 39.2506 0.2476 -0.4168 -0.2801
H -1.792 -8.3931 39.2805 -0.174 0.4216 -0.2496
H -3.4406 -6.7549 39.2805 0.3307 -0.2972 -0.2989
H 2.2078 0.5523 6.0094 -0.3761 0.2877 0.2777
H 0.5443 2.1757 6.0094 0.2823 -0.2043 0.3006
H 4.9153 3.2759 6.0115 -0.2432 0.3362 0.2635
H 3.2641 4.9117 6.0115 0.2742 -0.2584 0.2904
H 2.1662 -4.8821 5.9831 -0.2505 0.2693 0.278
H 0.543 -3.2184 5.9831 0.3636 -0.3623 0.1663
H 3.267 -0.4947 5.9553 0.488 -0.2032 0.2
H 4.8926 -2.1559 5.9553 -0.2419 0.2597 0.2661
H 7.6235 0.5292 6.0012 -0.3084 0.2684 0.2297
H 5.9876 2.1802 6.0012 0.2256 -0.3558 0.2503
H -2.2238 4.9066 5.959 0.2509 -0.4348 0.2135
H -0.5739 3.2693 5.959 -0.2316 0.2728 0.2523
H 5.9827 -3.2697 6.0166 0.2398 -0.262 0.3032
H 7.6178 -4.9217 6.0166 -0.2807 0.3823 0.2833
H 10.3806 -2.1721 6.0443 -0.3744 0.2911 0.2928
H 8.7168 -0.5489 6.0443 0.2866 -0.2546 0.2921

Results
free energy: -148983.586 eV
free energy less fixed offsets of H -15.71, N -386.36, O -570.45, Si -639.56 eV per atom: -2.866 eV

The program warned: the cutoff lies below the one the program advises for these potential files; the forces do not sum to zero within the program's tolerance; empty levels may hold ghost states of the PAW files; the exchange-correlation potential is rough where the density is thin.
